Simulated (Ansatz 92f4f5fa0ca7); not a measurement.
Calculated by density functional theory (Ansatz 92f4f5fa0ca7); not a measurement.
Periodic cell of 360 atoms, Si240O120, from a study of silicon, its oxide and their interface. The atomic structure is a simulated model.
Doubt: the cutoff is far below the 930 eV that the study's wrapper takes by default for these files, so forces and energies are approximate.

Settings
functional: PBE
potential files: Ansatz PAW
basis: plane waves
wave-function cutoff: 580 eV
density cutoff ratio: 5
exchange-correlation grid ratio: 1
k mesh: 1 x 1 x 1, Gamma-centred
self-consistency stop: 5e-08 eV per atom in the density residual
occupations: fixed
spin: none
net charge: 0

Cell vectors (angstrom)
a 11.6015 0 0
b 0 13.3963 0
c 0 0 41.5045

Atoms: element, x, y, z (angstrom)
Si 0 2.2327 1.1851
Si 3.8672 2.2327 1.1851
Si 7.7343 2.2327 1.1851
Si 1.9336 5.5818 1.1851
Si 5.8008 5.5818 1.1851
Si 9.6679 5.5818 1.1851
Si 0 8.9308 1.1851
Si 3.8672 8.9308 1.1851
Si 7.7343 8.9308 1.1851
Si 1.9336 12.2799 1.1851
Si 5.8008 12.2799 1.1851
Si 9.6679 12.2799 1.1851
Si 1.9336 1.1164 1.9745
Si 5.8008 1.1164 1.9745
Si 9.6679 1.1164 1.9745
Si 0 4.4654 1.9745
Si 3.8672 4.4654 1.9745
Si 7.7343 4.4654 1.9745
Si 1.9336 7.8145 1.9745
Si 5.8008 7.8145 1.9745
Si 9.6679 7.8145 1.9745
Si 0 11.1635 1.9745
Si 3.8672 11.1635 1.9745
Si 7.7343 11.1635 1.9745
Si 1.9336 1.1164 4.3426
Si 5.8008 1.1164 4.3426
Si 9.6679 1.1164 4.3426
Si 0 4.4654 4.3426
Si 3.8672 4.4654 4.3426
Si 7.7343 4.4654 4.3426
Si 1.9336 7.8145 4.3426
Si 5.8008 7.8145 4.3426
Si 9.6679 7.8145 4.3426
Si 0 11.1635 4.3426
Si 3.8672 11.1635 4.3426
Si 7.7343 11.1635 4.3426
Si 0 0 37.164
Si 3.8672 0 37.164
Si 7.7343 0 37.164
Si 1.9336 3.3491 37.164
Si 5.8008 3.3491 37.164
Si 9.6679 3.3491 37.164
Si 0 6.6981 37.164
Si 3.8672 6.6981 37.164
Si 7.7343 6.6981 37.164
Si 1.9336 10.0472 37.164
Si 5.8008 10.0472 37.164
Si 9.6679 10.0472 37.164
Si 0 0 39.5321
Si 3.8672 0 39.5321
Si 7.7343 0 39.5321
Si 1.9336 3.3491 39.5321
Si 5.8008 3.3491 39.5321
Si 9.6679 3.3491 39.5321
Si 0 6.6981 39.5321
Si 3.8672 6.6981 39.5321
Si 7.7343 6.6981 39.5321
Si 1.9336 10.0472 39.5321
Si 5.8008 10.0472 39.5321
Si 9.6679 10.0472 39.5321
Si 0 2.2327 40.3215
Si 3.8672 2.2327 40.3215
Si 7.7343 2.2327 40.3215
Si 1.9336 5.5818 40.3215
Si 5.8008 5.5818 40.3215
Si 9.6679 5.5818 40.3215
Si 0 8.9308 40.3215
Si 3.8672 8.9308 40.3215
Si 7.7343 8.9308 40.3215
Si 1.9336 12.2799 40.3215
Si 5.8008 12.2799 40.3215
Si 9.6679 12.2799 40.3215
Si -0.2875 -0.5024 29.3745
Si 3.9818 -0.0649 30.1165
Si 7.6397 -0.1994 30.1712
Si 2.115 3.2773 29.9348
Si 5.9585 2.7925 29.7367
Si 9.8249 2.1878 29.4913
Si 0.5739 6.4457 29.924
Si 4.5508 6.3765 31.0983
Si 10.3609 5.1635 30.75
Si 2.1129 9.4742 29.9378
Si 5.9201 9.9023 30.0219
Si 9.7717 8.5424 29.5177
Si -0.0724 3.0544 30.798
Si 3.9458 2.1607 30.8054
Si 7.8624 2.0142 30.8197
Si 2.425 5.4089 30.8369
Si 5.9187 5.9037 29.3669
Si 8.9538 6.3747 29.1497
Si 0.137 8.5296 30.7862
Si 4.1322 8.7039 30.951
Si 8.0917 9.5189 30.8593
Si 2.0576 12.5054 31.0123
Si 5.7371 12.0829 30.8925
Si 9.1626 11.6468 30.996
Si -0.0115 2.317 33.1263
Si 3.9207 2.2346 33.2007
Si 7.7798 2.2376 33.1685
Si 1.9291 5.5053 33.2014
Si 5.6487 5.6923 33.1583
Si 9.7182 5.5815 33.072
Si 0.059 8.8766 33.1495
Si 3.9088 8.993 33.2817
Si 7.8013 8.9609 33.2036
Si 1.9116 12.3197 33.3311
Si 5.8205 12.2337 33.2612
Si 9.6491 12.2216 33.2526
Si 1.9306 1.1815 33.9879
Si 5.8435 1.1029 33.9806
Si 9.7054 1.1138 33.9432
Si -0.0361 4.4744 34.0521
Si 3.8704 4.461 34.0687
Si 7.7054 4.5271 33.8214
Si 1.9887 7.7715 33.9894
Si 5.8422 7.8602 34.0386
Si 9.7075 7.7936 33.9531
Si -0.0029 11.1238 34.0008
Si 3.8517 11.215 34.0813
Si 7.7507 11.1406 34.1105
Si 1.9281 1.1305 36.3651
Si 5.8054 1.1177 36.3589
Si 9.6768 1.1161 36.3364
Si 0.001 4.4703 36.4014
Si 3.8675 4.4586 36.4086
Si 7.7284 4.4787 36.273
Si 1.9329 7.8097 36.361
Si 5.8141 7.82 36.389
Si 9.6694 7.8067 36.3452
Si 0.0005 11.1539 36.3676
Si 3.8695 11.1632 36.4204
Si 7.7291 11.1618 36.4398
Si -0.0055 0.0079 5.1218
Si 3.875 -0.0003 5.1156
Si 7.7278 0.0006 5.1162
Si 1.9319 3.3506 5.1455
Si 5.809 3.3458 5.0704
Si 9.6674 3.3537 5.137
Si -0.0075 6.6995 5.1492
Si 3.8679 6.6927 5.1507
Si 7.728 6.6932 5.1596
Si 1.9276 10.0375 5.1274
Si 5.7973 10.0434 5.1474
Si 9.6673 10.0464 5.1085
Si -0.0209 0.0393 7.4766
Si 3.8935 -0.0093 7.4728
Si 7.709 0.0035 7.4741
Si 1.9411 3.3522 7.5144
Si 5.8135 3.3326 7.4005
Si 9.6736 3.3505 7.5092
Si -0.0488 6.7043 7.528
Si 3.8269 6.6458 7.5289
Si 7.6961 6.6653 7.5489
Si 1.9096 10.0161 7.4939
Si 5.7703 10.0138 7.5244
Si 9.6457 10.0459 7.4632
Si 0.0146 2.2722 8.3322
Si 3.9074 2.2381 8.2281
Si 7.7339 2.2367 8.2915
Si 1.8681 5.5776 8.3322
Si 5.7547 5.5017 8.3144
Si 9.63 5.569 8.3816
Si -0.0555 8.9438 8.3553
Si 3.8412 8.8658 8.3199
Si 7.7294 8.9186 8.2952
Si 1.9244 12.2897 8.1458
Si 5.8027 12.2441 8.3394
Si 9.6439 12.2895 8.2412
Si -1.8843 1.0634 11.4227
Si 4.407 2.5924 10.5077
Si 11.4762 2.3205 10.6927
Si 1.8332 5.9542 10.7118
Si 5.7268 4.5954 10.5208
Si 11.1404 4.3404 11.8275
Si -0.1943 9.082 10.7699
Si 3.6499 8.9436 10.6916
Si 7.8557 8.9719 10.6677
Si 1.9154 12.26 10.4613
Si 5.7807 12.2149 10.7582
Si 9.5871 12.3044 10.5962
Si 1.807 1.723 11.7589
Si 5.9343 1.0582 11.3633
Si 7.8279 2.1926 10.6912
Si -2.0699 5.673 10.7873
Si 4.5838 5.5082 12.2956
Si 7.7655 4.3666 11.5559
Si 1.6784 8.0762 11.567
Si 5.3068 8.3467 12.1891
Si 9.6234 7.8479 11.6136
Si -0.0339 11.3463 11.3207
Si 3.737 11.142 11.2873
Si 7.772 11.1426 11.494
O 4.3122 4.5502 13.5984
O 5.5694 9.5147 13.3267
O 9.9037 1.2415 13.0716
O 9.4712 7.7648 13.2992
O 1.5511 1.5852 13.3866
O 6.1178 1.1273 13.0396
O 1.5392 7.9571 13.2478
O 0.1472 11.6624 12.938
O 3.3781 10.9299 12.9454
O -0.7806 4.3967 13.46
O 7.3551 4.4329 13.1969
O 8.1556 11.1045 13.1371
O 5.8982 1.9338 28.311
O 2.2342 9.414 28.2961
O 7.5694 -0.1321 28.4715
O 12.0223 6.5155 28.2277
O 8.8966 5.946 27.5507
O -1.3519 14.0616 29.0174
O 10.2051 9.3336 28.0952
O 5.1695 6.5276 28.0505
O 5.7672 9.7925 28.337
O 9.5589 2.9539 28.0307
O 2.2092 3.1222 28.2632
O 3.9365 -0.5002 28.4909
Si 10.9416 10.7543 19.0651
Si 4.6451 10.7174 13.9583
Si 9.5625 9.9058 26.7132
Si 3.6785 9.1056 16.3571
Si 2.4983 1.6353 14.7054
Si 8.3127 5.5152 26.0808
Si 12.3523 6.67 26.6269
Si 2.4781 13.8204 17.3774
Si 10.5979 6.6773 19.6936
Si 11.7275 1.3972 25.1773
Si 5.3953 0.3187 14.253
Si 2.001 9.493 26.6976
Si 10.5001 4.059 15.0239
Si 6.7993 0.8834 27.4427
Si 2.2957 5.6923 22.4482
Si 9.1232 2.6201 26.4827
Si 10.1889 1.1214 14.6672
Si 11.7509 4.0515 20.6914
Si 8.7168 7.7208 14.7549
Si 1.794 9.782 20.9383
Si 1.4918 11.0102 16.902
Si 7.1949 0.2065 19.1884
Si 11.4393 11.6962 14.5207
Si 5.7725 7.6078 18.3052
Si 7.6692 -0.0374 16.0943
Si 11.7112 11.9607 26.5015
Si 11.1002 6.6446 16.5246
Si 4.224 10.8221 25.2882
Si 5.406 4.7413 16.9915
Si 1.903 1.9793 19.8
Si 7.1649 11.1363 20.8975
Si 3.9116 7.7385 20.8953
Si 5.57 6.6323 26.4736
Si 4.1505 13.3075 26.9292
Si 2.54 2.6409 26.746
Si 4.3611 10.364 22.1791
Si -0.0312 1.4954 22.0232
Si 9.4284 12.9296 20.8461
Si 10.0667 7.4456 24.805
Si 8.5453 10.7056 14.6677
Si 6.402 9.6227 26.8401
Si 8.4538 8.7433 19.3619
Si 4.6851 15.4455 18.6431
Si 3.2967 4.6404 14.8798
Si 3.1514 5.1457 25.3329
Si 1.8704 7.2886 14.6938
Si 0.2532 7.8633 22.3444
Si 7.5462 4.9285 14.744
O 10.5063 0.2773 21.8055
O 8.7604 0.9251 15.4008
O 1.296 4.7099 21.6453
O 2.4908 12.1987 17.4105
O 5.9236 6.0573 17.8013
O 1.8239 5.56 26.1692
O 10.6654 5.0977 20.0882
O 6.763 12.0706 19.6003
O 2.7132 3.1675 15.171
O 1.0072 3.3204 19.5003
O 7.7739 0.1404 17.6839
O 4.8036 8.4982 17.3457
O 3.3092 1.2407 26.6487
O 4.2835 6.2995 25.5447
O 0.0189 11.055 17.6113
O 3.8844 0.8596 14.383
O 4.0907 10.8575 23.6923
O 3.5826 12.1818 25.9005
O -0.3432 5.0644 16.0797
O 3.021 10.8252 21.314
O 9.905 8.9125 25.4723
O 5.2048 3.4602 17.9907
O 6.6857 5.4991 26.1196
O 7.5538 6.5678 14.7672
O 6.4343 4.3557 15.7878
O 10.9228 2.9215 21.5391
O 9.7602 9.6203 18.8362
O 8.683 6.5785 24.8813
O 10.8614 2.4855 15.2876
O 5.9637 1.2711 19.2907
O 5.0759 7.5582 19.7779
O 10.5126 7.7258 23.2614
O 11.1578 6.8206 18.1509
O 0.6887 7.4895 15.7999
O 8.0786 9.1915 15.0736
O 11.5171 7.4606 20.7956
O 1.1077 10.7359 26.1558
O 8.4141 -1.4889 21.6625
O 3.517 2.3097 19.7764
O 0.6595 10.3537 19.9396
O 3.422 9.5489 25.9135
O 6.2113 0.5253 15.6384
O 5.7683 10.6637 25.7601
O 7.8814 11.7903 15.6953
O 1.5583 0.9139 18.6184
O 8.8273 4.0217 25.7058
O 9.7182 7.2892 15.9687
O 2.5616 8.4675 20.2911
O 10.1684 10.7309 14.8472
O 11.0942 13.2146 14.992
O 3.9917 5.1257 16.2753
O 1.2798 8.1396 26.2308
O 3.4954 6.2751 21.4958
O 11.9381 1.575 23.5925
O 10.2305 15.2138 25.6207
O 12.5388 9.3512 22.2892
O 2.1146 5.6895 14.5225
O 2.9344 4.9344 23.7362
O 11.0684 6.4725 25.6506
O 10.2467 12.0768 19.7067
O 1.3873 1.3106 21.2069
O 5.4534 12.1224 13.938
O 7.698 9.637 20.5065
O 7.2487 8.3309 18.3145
O 10.1781 11.3879 26.3761
O 3.9815 14.4631 17.5188
O 8.4566 0.6536 20.135
O 1.1334 2.4076 25.9534
O 2.3643 9.6509 17.1794
O 5.7214 0.0878 26.5277
O 12.9859 6.9117 23.0271
O 6.1711 8.1212 26.2273
O 9.0893 7.3012 19.8294
O 5.786 11.0185 21.7502
O 1.1605 11.1601 15.3095
O 3.2144 7.9566 15.3135
O 7.8079 1.6675 26.4503
O 8.9244 4.2947 15.311
O 0.3436 -0.1927 25.4855
O 3.5308 3.7016 25.9843
O 4.2728 10.3595 15.5015
O 7.969 10.0016 26.901
O 1.81 0.8954 15.9733
O 4.4732 8.7264 22.0853
O -4.2027 6.5139 29.6945
O 6.6565 21.4278 11.351
O 12.4094 13.459 30.4402
O 13.4895 24.4584 30.2554
O 1.0702 4.919 11.7417
O 4.9739 6.9498 12.9762
O 14.972 5.7938 11.253
O 10.5313 -1.7698 30.0281
O 17.7159 -9.0865 29.1296
O 2.3377 -13.0991 11.1977
O 12.056 12.4641 28.0038
O 3.0609 16.1568 11.5024

Results
free energy: -220813.580 eV
free energy less fixed offsets of O -568.88, Si -635.61 eV per atom: -1.580 eV

Forces (eV/angstrom), in the order of the atoms: element, x, y, z
Si -0.0252 -0.0055 0.0263
Si 0.0288 0.0102 -0.0036
Si -0.0063 -0.0011 -0.0155
Si 0.0082 0.0117 -0.0136
Si 0.0057 -0.0063 0.0151
Si -0.0108 -0.0117 -0.0185
Si 0.0077 0.0001 0.0182
Si -0.016 0 0.0105
Si 0.0134 -0.012 0.0036
Si -0.0011 -0.0033 0.0122
Si 0.0011 0.0454 -0.0063
Si 0.0101 0.0034 0.0274
Si 0.0162 0.0097 -0.026
Si 0.0053 -0.0391 0.0151
Si -0.034 0.0301 -0.0002
Si 0.0106 0.0195 -0.0055
Si -0.038 -0.0044 0.0023
Si 0.0547 0.0246 0.0098
Si -0.0172 -0.0374 0.0136
Si -0.0031 -0.0152 -0.0031
Si -0.026 -0.026 0.0001
Si 0.0125 0.0062 -0.0072
Si -0.0027 -0.0387 -0.0115
Si -0.0354 -0.0225 -0.0188
Si 0.0104 0.0483 0.0391
Si 0.008 -0.081 -0.3124
Si -0.0484 0.0589 -0.0418
Si -0.0164 0.0265 0.0697
Si -0.0813 0.044 -0.0436
Si 0.1198 0.1066 -0.1263
Si -0.0005 -0.1223 0.0586
Si -0.0062 -0.0475 0.139
Si -0.0873 -0.1201 0.0458
Si 0.0106 0.0332 0
Si -0.0028 -0.0561 0.0406
Si -0.0974 -0.0237 0.0178
Si -0.0194 0.0126 -0.1816
Si -0.0127 0.137 -0.051
Si 0.0835 0.1743 -0.0316
Si -0.0214 -0.0085 0.1894
Si 0.2364 0.0398 -0.195
Si -0.1896 0.0226 -0.3352
Si -0.0377 0.0974 0.0179
Si 0.0206 0.0721 -0.0321
Si 0.0946 -0.1358 -0.1497
Si -0.0333 -0.1064 0.0239
Si -0.0464 -0.084 0.3295
Si 0.0946 -0.163 0.0307
Si 0.0027 -0.0122 0.011
Si -0.0015 0.0762 0.0064
Si 0.029 0.0657 0.0063
Si -0.007 0.0103 -0.0172
Si 0.0834 0.0125 0.0081
Si -0.1022 0.0112 0.0147
Si 0.0017 0.0344 -0.0098
Si 0.0124 0.0201 0.0036
Si 0.0427 -0.0461 -0.0052
Si -0.031 -0.0306 0.0108
Si -0.0256 0.0001 -0.0168
Si 0.038 -0.0551 0.0043
Si 0.0258 0.0077 -0.0417
Si -0.0252 -0.0139 -0.0042
Si 0.003 0.0028 0.0316
Si -0.0092 -0.0156 -0.0021
Si -0.0064 0.0049 -0.0127
Si 0.0107 0.0161 0.0017
Si -0.0083 0.0001 0.0262
Si 0.0166 0.0019 0.0137
Si -0.0126 0.0188 -0.0089
Si 0.0061 0.0022 -0.0218
Si -0.0048 -0.0452 -0.019
Si -0.0113 -0.0037 -0.0267
Si -0.0903 -0.0607 -0.3957
Si 0.0529 -0.3119 -0.4536
Si -0.3514 -0.1354 -0.6702
Si -0.0307 0.0137 -0.6876
Si -0.1294 0.0425 -0.6939
Si 0.1103 0.0915 -0.3797
Si -0.1438 -0.0641 -0.2167
Si -0.0284 -0.0198 0.2119
Si -0.0446 0.0944 0.0147
Si -0.3718 0.3268 -0.5446
Si 0.1009 0.1451 -0.7714
Si 0.5014 0.5489 -0.3463
Si -0.2282 -0.0922 0.2608
Si 0.4019 0.076 0.2954
Si 0.0455 0.1326 0.2371
Si 0.0918 0.0106 0.2416
Si -0.497 -0.2501 -0.0554
Si 0.2258 -0.6397 -0.4295
Si 0.1949 0.157 0.1041
Si -0.103 -0.2281 0.3192
Si -0.164 0.2258 0.2983
Si -0.0952 -0.139 0.0268
Si 0.1197 0.1752 0.38
Si 0.2013 0.0711 -0.0339
Si 0.0921 -0.0467 -0.0763
Si -0.061 -0.0215 -0.0458
Si -0.0958 -0.0177 -0.0216
Si -0.0622 -0.0054 0
Si 0.0907 0.0226 -0.016
Si 0.0976 0.0885 -0.1007
Si 0.0152 -0.1656 0.0642
Si 0.0035 0.0282 0.0332
Si 0.0258 -0.042 -0.1617
Si 0.0727 0.0834 -0.0218
Si -0.0096 -0.0476 0.0174
Si -0.1068 0.0929 -0.0924
Si -0.0375 0.1034 -0.0889
Si 0.0575 -0.0171 -0.0889
Si -0.0037 -0.0113 0.0289
Si 0.0454 0.076 -0.0894
Si -0.1888 -0.1036 -0.137
Si -0.0764 -0.0135 -0.0745
Si -0.0304 0.0196 -0.1681
Si -0.0145 0.1366 -0.0442
Si 0.0939 -0.0292 -0.022
Si -0.0075 -0.1006 -0.158
Si 0.1155 -0.1074 -0.0638
Si -0.1611 0.0236 -0.0533
Si -0.0073 0.0341 -0.0033
Si -0.0075 -0.0378 0.0195
Si 0.029 -0.0075 0.044
Si -0.0084 -0.0188 0.0138
Si -0.0344 -0.0352 0.0434
Si -0.0366 0.0366 0.069
Si 0.0473 -0.0454 0.0291
Si 0.0275 0.0321 0.0541
Si 0.01 -0.0197 0.0064
Si -0.0325 -0.0185 0.0393
Si -0.0352 0.0239 -0.0324
Si 0.0067 -0.0186 -0.0404
Si -0.0187 0.0563 -0.0223
Si 0.0247 0.0144 0.022
Si 0.0016 0.0306 0.0161
Si 0.0177 0.0094 -0.0569
Si 0.0162 -0.0295 0.0366
Si 0.032 0.0264 0.0015
Si -0.0281 0.0381 -0.013
Si -0.034 0.0004 -0.0087
Si 0.01 -0.0044 -0.002
Si 0.0082 -0.0097 0.0092
Si -0.0186 -0.0142 -0.0148
Si 0.0191 0.0074 0.0247
Si -0.0308 -0.026 0.0938
Si 0.0154 0.0222 0.1207
Si -0.0336 -0.049 0.2476
Si 0.0233 0.0488 0.1127
Si 0.1314 0.0253 0.0423
Si -0.0692 0.0417 0.1301
Si -0.0584 0.0151 0.1707
Si 0.0098 0.0394 0.006
Si 0.0035 -0.0126 0.1036
Si -0.0242 -0.1311 0.206
Si 0.0687 0.0576 0.1157
Si 0.0269 0.0013 0.2041
Si -0.0916 -0.0433 -0.1508
Si -0.0054 -0.107 0.0069
Si 0.1094 0.0381 0.0174
Si -0.0494 0.0828 0.0965
Si -0.0652 0.0302 0.0969
Si -0.018 0.0328 -0.1138
Si 0.0685 0.0101 -0.0252
Si -0.0945 0.0283 0.0341
Si 0.0255 0.0278 -0.0237
Si -0.0149 0.0269 0.0046
Si 0.0203 0.0177 0.0185
Si 0.0248 0.0805 -0.036
Si -0.1226 -0.0402 0.3823
Si -0.2261 0.1713 0.1155
Si -0.1888 0.0198 -0.2871
Si 0.274 -0.3487 0.2299
Si 0.0285 0.2813 -0.0915
Si -0.1105 0.3823 0.5472
Si 0.3435 0.199 -0.387
Si 0.1815 -0.0316 -0.4176
Si -0.116 -0.0287 -0.1645
Si 0.372 0.0738 -0.1125
Si -0.0064 -0.0734 -0.299
Si 0.1785 -0.0581 -0.1834
Si 0.2642 0.0783 0.5955
Si 0.1248 -0.0138 0.7008
Si 0.65 -0.0769 -0.3321
Si 0.3256 -0.1781 -0.2893
Si 0.1931 -0.0761 0.1267
Si -0.6795 -0.3048 0.5008
Si -0.4591 0.1672 0.542
Si -0.3461 -0.3042 0.3622
Si -0.174 0.0681 0.8007
Si -0.3901 -0.048 0.4234
Si -0.4035 -0.1937 0.2628
Si 0.236 0.0071 0.6243
O -0.0495 -0.0087 -0.1885
O 0.0545 -0.0688 -0.2344
O -0.1449 -0.0618 -0.2289
O 0.2528 0.0645 -0.6112
O -0.159 0.0609 -0.4464
O -0.1222 -0.0307 -0.3353
O 0.0504 0.1001 -0.499
O 0.0903 -0.0853 -0.2422
O 0.0912 0.2051 -0.1064
O 0.0346 -0.0857 -0.5803
O 0.1686 -0.0038 -0.4906
O -0.2152 0.092 -0.4935
O -0.0899 0.1453 0.4955
O 0.1014 -0.0791 0.4176
O 0.1166 -0.0777 0.327
O 0.0879 -0.0624 0.3136
O 0.1159 0.2671 0.4542
O -0.0514 -0.151 0.0216
O -0.1447 -0.2891 0.5195
O 0.09 0.0229 0.1679
O 0.055 0.0197 0.6002
O 0.0836 -0.029 0.4511
O -0.1084 0.2017 0.7221
O 0.0092 0.1176 0.3584
Si 0.0652 0.0046 -0.2139
Si -0.1782 -0.0309 0.3752
Si 0.0499 0.142 -0.537
Si -0.2501 -0.1583 0.3086
Si 0.0953 -0.0051 0.3351
Si -0.1941 -0.0321 -0.3865
Si 0.0199 0.017 -0.065
Si 0.0026 -0.0798 -0.0996
Si 0.1201 0.1221 -0.2155
Si -0.059 -0.158 0.1081
Si 0.0223 0.2673 0.2489
Si 0.0821 0.1497 -0.2676
Si 0.0235 0.024 0.2832
Si -0.0431 -0.0518 -0.0899
Si 0.0422 0.1093 0.1856
Si 0.1313 -0.1038 -0.3563
Si -0.1589 -0.0396 0.1894
Si 0.0919 -0.0305 -0.0007
Si 0.0111 -0.1843 0.2394
Si -0.0411 -0.0717 0.06
Si 0.1724 -0.0446 0.0785
Si -0.0422 0.081 -0.3354
Si -0.0391 -0.0353 0.1561
Si -0.1061 -0.055 -0.1921
Si 0.0723 0.0634 -0.0488
Si -0.1156 0.0529 -0.4445
Si 0.0665 -0.106 -0.1128
Si -0.0852 -0.0193 0.0871
Si -0.1007 0.0547 0.0466
Si -0.0283 -0.134 -0.1719
Si -0.0601 0.0461 -0.1003
Si 0.0111 -0.0115 -0.0455
Si 0.0605 -0.1492 -0.385
Si -0.1064 -0.0963 -0.3264
Si -0.0039 -0.0299 -0.4659
Si -0.081 0.0054 0.3085
Si 0.1129 0.0171 0.3436
Si 0.0809 0.0239 -0.039
Si -0.1548 -0.0326 0.028
Si 0.1304 0.2224 0.2319
Si -0.0332 0.058 -0.2922
Si -0.05 0.0207 -0.136
Si -0.0212 -0.0037 -0.2785
Si 0.0618 0.1079 0.1598
Si 0.1155 -0.0283 0.0745
Si 0.0459 -0.1067 0.3598
Si -0.0736 -0.0066 0.178
Si 0.106 -0.1099 0.159
O -0.0605 -0.0704 -0.0593
O 0.0414 0.0589 -0.0413
O -0.0255 -0.0247 -0.0295
O -0.0278 0.0175 -0.0002
O 0.0699 0.0919 0.0498
O -0.0849 -0.0514 0.0885
O -0.0497 -0.0619 0.07
O 0.0119 -0.0653 0.0927
O -0.0533 -0.0053 -0.148
O -0.0155 0.0359 0.0348
O -0.0037 -0.0113 0.1027
O 0.0508 0.0193 -0.051
O 0.0017 0.0321 0.1848
O -0.0114 0.0405 0.0394
O -0.088 -0.0117 0.037
O 0.0052 -0.0396 -0.0938
O -0.0064 -0.0176 -0.2025
O 0.0033 0.1391 0.2558
O -0.0383 -0.1139 -0.0922
O -0.0192 -0.0471 -0.0529
O -0.0286 0.107 0.1479
O -0.0232 -0.1099 0.0771
O 0.0151 0.0459 0.1639
O -0.036 0.1463 -0.1551
O 0.0532 0.0236 -0.1898
O -0.0619 0.0469 -0.086
O -0.037 -0.0021 0.0594
O 0.0476 0.0092 0.1279
O 0.0459 -0.0102 -0.1863
O 0.0449 -0.0474 0.1717
O -0.0211 -0.0047 0.1742
O 0.1033 0.0378 -0.0694
O -0.0189 -0.0011 0.1503
O 0.0488 0.0796 -0.1251
O -0.0959 -0.0348 -0.135
O 0.0015 -0.0164 -0.0817
O 0.0501 -0.0865 0.1574
O -0.0245 -0.0453 0.0459
O -0.0681 0.056 0.1572
O 0.0162 0.0119 0.0796
O -0.0276 -0.0731 0.1074
O -0.1601 0.0231 -0.146
O 0.1397 -0.0987 0.1584
O -0.0143 -0.2544 -0.1129
O -0.0134 0.1052 0.1027
O 0.0507 0.0207 0.2012
O -0.1451 0.1581 -0.1031
O 0.0051 0.022 -0.0352
O -0.0568 -0.0977 -0.1231
O 0.0927 -0.0038 -0.0897
O -0.0136 -0.0225 -0.1084
O -0.0587 -0.0998 0.1014
O 0.0368 -0.0208 -0.051
O 0.0318 0.0566 -0.2738
O -0.0769 0.0534 0.1371
O 0.0255 0.0367 -0.0622
O -0.001 -0.0247 -0.1866
O -0.0779 -0.0046 -0.1143
O 0.0379 -0.0616 0.2102
O -0.0537 0.0358 0.055
O 0.0259 -0.0129 -0.0197
O 0.0719 -0.2318 -0.1656
O -0.0043 0.0288 0.099
O 0.1269 0.0508 0.0906
O -0.0794 -0.134 0.2292
O 0.0442 0.048 0.1173
O 0.0295 -0.0295 0.1054
O 0.089 0.1123 0.1415
O -0.0033 0.0239 -0.0439
O 0.1618 -0.0106 0.1178
O -0.0042 0.0002 -0.0715
O 0.0827 0.1024 0.1646
O -0.0261 -0.0134 0.077
O 0.1019 0.0179 -0.0542
O -0.0905 0.0365 -0.1456
O 0.0543 0.0133 -0.1932
O -0.0767 -0.0777 0.17
O -0.0167 -0.0047 -0.0816
O 0.0211 -0.0365 0.1396
O -0.0353 0.0072 0.0924
O 0.1822 0.2384 -0.3883
O -0.0642 -0.0032 0.1858
O 0.0673 0.0214 -0.1097
O 0.0289 -0.0105 -0.047
O 0.0407 0.194 0.0297
O 0.2581 0.0823 -0.3634
O 0.0101 0.0476 0.1859
O 0.1927 0.0501 0.229
O -0.1671 0.1132 -0.3737
O 0.0587 0.1444 0.1214
O -0.1462 -0.0503 -0.1437
O -0.087 -0.2645 0.139
O 0.0506 -0.1569 0.2007
O -0.0315 -0.1507 -0.2695
O 0.0299 0.0484 0.308
O 0.0973 -0.0336 -0.3156

The program warned: the cutoff lies below the one the program advises for these potential files; the exchange-correlation potential is rough where the density is thin.
